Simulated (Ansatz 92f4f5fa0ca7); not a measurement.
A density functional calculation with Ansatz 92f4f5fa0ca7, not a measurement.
Periodic cell of 223 atoms, Si133O90, from a study of silicon, its oxide and their interface. The atomic structure is a simulated model.
Doubt: the cutoff is far below the 930 eV that the study's wrapper takes by default for these files, so forces and energies are approximate.
This geometry differs little from another in the collection (a relaxation step or a small displacement).

Settings
functional: PBE
potential files: Ansatz PAW
basis: plane waves
wave-function cutoff: 580 eV
density cutoff ratio: 5
exchange-correlation grid ratio: 1
k mesh: 1 x 1 x 1, Gamma-centred
self-consistency stop: 5e-08 eV per atom in the density residual
occupations: fixed
spin: none
net charge: 0

Cell vectors (angstrom)
a	10.938	0	0
b	0	10.938	0
c	0	0	32.1138

Atoms and the computed forces on them: element, x, y, z (angstrom), force x, y, z (eV/angstrom)
Si	0.4478	-0.5522	24.7037	-0.1075	0.0116	0.1269
Si	5.3001	0.2958	24.6642	-0.0334	-0.0079	0.0379
Si	2.7877	2.2657	24.5811	-0.005	0.004	0.0485
Si	8.068	2.8041	24.6535	-0.0124	-0.0067	0.0162
Si	-0.2358	5.6943	24.5334	0.0051	0.0062	0.0379
Si	4.804	5.9492	24.5399	0.0514	-0.0753	0.0661
Si	2.6788	8.1865	25.002	-0.0237	0.003	-0.0206
Si	8.2701	7.8136	24.5516	-0.0023	0.037	0.1018
Si	1.3907	1.1456	26.0892	0.0054	-0.0211	-0.0444
Si	6.8135	1.4033	26.0482	-0.0018	-0.006	-0.0002
Si	3.8834	4.1044	25.7708	0.0067	0.0397	-0.0042
Si	9.6594	4.0229	25.8767	0.0121	-0.0005	-0.0053
Si	1.2482	6.7512	26.0819	-0.0109	-0.0101	0.0208
Si	6.6826	6.7306	25.9176	-0.0081	0.0025	-0.0208
Si	4.1998	9.5968	26.0242	0.0179	0.0452	-0.0091
Si	9.4793	9.4855	25.8152	0.0343	0.0141	-0.0299
Si	2.8215	-0.0633	27.4277	-0.0047	0.005	0.0247
Si	8.2222	-0.0174	27.2944	0.0151	-0.008	-0.0138
Si	0.0468	2.6806	27.312	0.0041	0.0005	0.0162
Si	5.3845	2.828	27.2798	0.005	0.008	-0.0069
Si	2.6952	5.4251	27.3419	0.0056	-0.004	-0.0125
Si	8.203	5.4088	27.269	-0.0177	-0.0015	0.0055
Si	-0.0809	8.2256	27.3366	-0.0106	0.0071	-0.0108
Si	5.523	8.1925	27.3497	0.0174	-0.007	0.0168
Si	4.1018	1.3673	28.6956	0.2625	0.51	0.2717
Si	9.5708	1.3673	28.6956	0.0449	-0.0765	-0.1766
Si	1.3673	4.1018	28.6956	-0.0679	-0.4026	0.2675
Si	6.8362	4.1018	28.6956	-0.1765	0.0415	-0.1815
Si	4.1018	6.8362	28.6956	-0.0147	-0.0717	-0.1954
Si	9.5708	6.8362	28.6956	-0.4566	-0.1569	-0.091
Si	1.3673	9.5708	28.6956	-0.1574	-0.2834	0.1923
Si	6.8362	9.5708	28.6956	0.3715	0.0436	0.1102
Si	0	0	30.0628	0.0407	0.0364	0.0027
Si	5.469	0	30.0628	0.1225	0.1724	-0.0263
Si	2.7345	2.7345	30.0628	-0.0436	-0.0454	0.0509
Si	8.2035	2.7345	30.0628	-0.1205	-0.1108	-0.0556
Si	0	5.469	30.0628	-0.0703	-0.0729	-0.0592
Si	5.469	5.469	30.0628	0.0703	0.0416	0.0004
Si	2.7345	8.2035	30.0628	-0.1657	-0.1293	-0.0042
Si	8.2035	8.2035	30.0628	-0.0582	-0.0549	0.0215
Si	1.3673	1.3673	31.4301	0.0054	-0.0005	-0.0093
Si	6.8362	1.3673	31.4301	0.0231	-0.0646	0.0212
Si	4.1018	4.1018	31.4301	0.0022	-0.0258	-0.0358
Si	9.5708	4.1018	31.4301	-0.0039	0.0429	-0.0307
Si	1.3673	6.8362	31.4301	0.064	0.0005	0.0025
Si	6.8362	6.8362	31.4301	-0.0267	0.0814	-0.0092
Si	4.1018	9.5708	31.4301	-0.006	0.0115	-0.0385
Si	9.5708	9.5708	31.4301	0.0267	-0.0505	-0.0402
Si	2.7345	0	0.6835	-0.0261	0.0349	0.0295
Si	8.2035	0	0.6835	0.0023	0.0105	0.028
Si	0	2.7345	0.6835	0.0242	-0.0486	0.003
Si	5.469	2.7345	0.6835	-0.0401	0.0457	0.0053
Si	2.7345	5.469	0.6835	-0.012	-0.0117	0.0348
Si	8.2035	5.469	0.6835	-0.0325	-0.0084	0.0259
Si	0	8.2035	0.6835	-0.0395	0.0413	-0.002
Si	5.469	8.2035	0.6835	0.0523	-0.0849	0.0007
Si	4.1018	1.3673	2.0507	0.0754	-0.0111	-0.0157
Si	9.5708	1.3673	2.0507	0.0291	0.0472	0.0156
Si	1.3673	4.1018	2.0507	-0.0589	-0.008	0.0129
Si	6.8362	4.1018	2.0507	0.0431	-0.0436	0.0168
Si	4.1018	6.8362	2.0507	0.0732	0.1689	-0.0073
Si	9.5708	6.8362	2.0507	0.0966	0.0794	0.0098
Si	1.3673	9.5708	2.0507	-0.0073	-0.1135	0.0294
Si	6.8362	9.5708	2.0507	-0.0396	0.0411	0.0178
Si	0	0	3.418	-0.0714	0.1071	0.1654
Si	5.469	0	3.418	-0.068	0.0618	-0.4232
Si	2.7345	2.7345	3.418	-0.0169	-0.048	0.1955
Si	8.2035	2.7345	3.418	-0.0321	0.1156	-0.1268
Si	0	5.469	3.418	0.1155	0.0197	-0.0585
Si	5.469	5.469	3.418	0.019	0.1559	0.2071
Si	2.7345	8.2035	3.418	0.1169	0.0191	-0.1959
Si	8.2035	8.2035	3.418	0.2041	-0.0404	0.1119
Si	1.3514	1.3822	4.815	-0.0003	0.0081	-0.0005
Si	6.8291	1.3609	4.7454	0.0208	-0.0185	-0.0306
Si	4.1036	4.1095	4.8029	-0.0023	-0.0072	-0.0152
Si	9.5392	4.1467	4.7772	-0.0041	0.0106	-0.0144
Si	1.4553	6.7805	4.7712	-0.0065	-0.0134	-0.0074
Si	6.8551	6.854	4.8081	-0.0047	0.0008	-0.0119
Si	4.0636	9.6376	4.7546	-0.0031	-0.0061	-0.015
Si	9.5888	9.5669	4.8115	-0.0032	-0.0045	-0.0137
Si	2.767	0.085	6.2136	-0.0236	-0.0055	0.0075
Si	8.1777	0.0254	6.1437	-0.0144	-0.0043	0.0279
Si	-0.0049	2.814	6.1357	0.0122	-0.0174	0.0086
Si	5.5166	2.7656	6.1108	-0.013	0.0367	0.0123
Si	2.8113	5.4534	6.2666	-0.0014	-0.0057	-0.0009
Si	8.2433	5.5365	6.2315	-0.0068	-0.0121	0.0214
Si	0.1745	8.2369	6.0792	0.0161	0.0215	0.0198
Si	5.4889	8.3179	6.0681	0.027	0.0191	0.0212
Si	4.2723	1.3725	7.5434	-0.0122	-0.0009	-0.0047
Si	9.3421	1.6286	7.3864	0.0137	-0.0048	-0.037
Si	1.1056	4.3605	7.5516	0.0034	0.0067	-0.022
Si	7.1036	3.8425	7.4694	0.0012	0.0461	-0.0474
Si	4.117	7.0663	7.4594	0.005	-0.0097	-0.0086
Si	9.9485	6.7387	7.399	-0.0197	-0.0086	-0.0262
Si	1.8264	9.2615	7.4718	-0.0138	0.0199	-0.081
Si	6.4501	9.9875	7.4508	0.0299	-0.0318	-0.1068
O	9.5609	6.8397	24.2289	0.0261	-0.0239	-0.0264
O	4.1414	1.3838	24.2083	0.0288	-0.0261	-0.014
O	8.1445	8.5762	10.951	-0.0021	0.0067	-0.0049
O	3.7124	2.0938	8.9447	-0.0158	0.0193	0.0216
O	7.0704	4.101	24.2967	-0.0029	0.0059	-0.0005
O	1.568	9.2141	24.2713	0.0252	-0.0167	-0.0385
O	6.2863	4.2963	8.8345	-0.012	0.0029	0.0219
O	-0.7279	1.7999	11.0827	-0.0014	0.0103	-0.0005
O	8.237	2.7334	7.954	-0.0075	-0.0006	0.0313
O	6.891	9.3364	8.8893	0.0087	-0.0105	0.0537
O	9.4819	7.7453	8.6339	-0.0104	0.0145	0.0225
O	1.318	9.845	8.9058	-0.0073	0.0085	0.0523
O	5.3665	0.2004	7.9544	-0.0193	0.0217	0.0227
O	0.0214	5.5446	7.9743	0.0115	-0.009	0.0242
O	10.0385	0.8593	8.6675	0.0071	-0.0215	0.0373
O	5.0256	6.6195	8.776	0.0171	-0.0094	0.015
O	7.5232	8.0949	23.1082	-0.0229	0.0075	-0.0735
O	8.4401	2.1193	23.1736	-0.0019	-0.003	-0.0385
O	5.3211	5.4951	23.0197	0.0007	-0.0031	-0.0255
O	1.8899	2.3079	23.1646	-0.0204	-0.0074	-0.0288
O	11.0658	0.2482	23.2977	0.0177	0.0152	-0.0462
O	0.3008	5.2143	23.0423	0.006	-0.0066	-0.0423
O	3.6996	7.1417	24.1599	-0.0169	0.0181	-0.0265
O	6.1301	10.8064	23.3076	0.0094	-0.0007	-0.0345
Si	7.838	2.3456	21.6475	-0.0097	0.0008	-0.0002
Si	6.6958	4.6675	22.81	-0.0184	0.0124	0.01
Si	0.407	12.5323	14.4455	0.0073	0.0008	-0.001
Si	8.9942	0.4375	15.7053	0.0012	-0.0013	0.0023
Si	7.6373	2.7286	14.176	-0.0018	0.0008	0.0098
Si	9.9977	5.8283	12.2721	0.0024	0.0062	0.0023
Si	2.8089	3.1092	9.8828	-0.0068	-0.0012	-0.0031
Si	5.1725	7.4438	19.4756	0.0026	0.0025	-0.0016
Si	4.4011	9.0326	17.0975	-0.0024	-0.0009	0.0026
Si	10.7335	2.6336	20.269	0.0013	-0.007	-0.0073
Si	9.7041	0.5198	10.2245	0.0076	-0.0077	-0.0032
Si	2.9373	11.6644	17.9408	0.0038	-0.0036	0.0033
Si	13.6477	8.044	12.3867	-0.0041	-0.0005	0.0135
Si	0.6826	7.1175	14.4095	0.0027	0.0023	0.004
Si	9.7457	2.8184	12.2418	0.0107	-0.0038	0.0076
Si	19.3771	5.8151	20.6746	0.0048	-0.0026	0.0028
Si	2.5583	12.0507	12.2148	-0.0095	0.0109	0.0061
Si	7.2331	9.8178	10.4113	0.0067	-0.0185	0.0127
Si	7.4873	5.1997	15.6112	0.0007	-0.0017	-0.0004
Si	11.3742	5.2923	21.4118	0.0018	-0.0048	0.0032
Si	6.2502	-0.1677	21.6739	0.0085	-0.0018	0.0011
Si	11.084	12.4417	17.3921	0.0011	0.0042	0.0018
Si	3.2397	10.3334	20.7285	-0.0027	0.0114	0.0066
Si	2.2676	6.6325	17.0994	-0.0037	-0.0018	-0.005
Si	8.8089	7.366	10.0783	-0.0062	0.0003	-0.0067
Si	7.3137	8.1779	21.4881	-0.0045	0.007	0.0185
Si	6.4822	4.9921	18.3968	0.0021	0.0003	-0.0011
Si	4.1645	5.2695	11.6913	0.0066	-0.0022	-0.0037
Si	3.8471	3.8001	17.282	-0.0012	0.0006	-0.0023
Si	1.1415	9.7723	10.509	-0.0164	0.0052	0.0014
Si	-2.2428	7.3955	14.3415	0.0005	-0.0012	0.0025
Si	6.1298	5.7289	9.6089	0.0061	0.0017	0.0005
Si	2.2901	7.3351	19.9458	-0.0016	-0.0019	-0.0128
Si	1.2364	1.0099	22.359	0.0088	-0.0017	0.0163
Si	17.6524	9.4992	14.9744	-0.0048	0.0012	0.0048
Si	5.0709	4.1229	14.4252	-0.0102	-0.0008	0.0011
Si	4.9714	-0.5978	12.5949	0.0037	-0.0001	0.0065
O	9.6806	0.6907	17.1641	-0.0013	0	0.0025
O	4.1379	0.8065	12.4994	0.0062	-0.0034	-0.0076
O	7.5205	4.9181	19.6625	-0.0111	-0.0022	-0.0069
O	3.212	11.3966	19.5091	-0.0032	0.0061	-0.011
O	2.0368	10.8885	11.2373	0.0007	0.0009	-0.0037
O	2.4535	-0.0034	22.0103	0.0079	-0.0034	-0.0097
O	2.9408	8.1262	7.9409	0.0053	-0.0113	0.0257
O	3.3085	-4.3335	11.973	-0.0036	0.0037	-0.0092
O	12.7105	1.1261	13.6654	-0.0032	0.0039	0.001
O	10.8563	2.5396	18.6373	0.0003	-0.0049	-0.0073
O	11.5309	2.2156	15.9611	-0.0013	0.0012	0.0001
O	7.3788	4.6014	17.1092	-0.0021	0.0016	-0.0023
O	6.0006	5.3943	14.9186	-0.0002	-0.0016	-0.0026
O	5.6464	8.9298	16.0554	0.0002	0.0017	-0.0023
O	5.1463	14.9738	18.2865	-0.001	0.0026	0.0054
O	7.4634	8.4023	14.0281	-0.004	0.0001	-0.0063
O	2.8531	5.1135	17.3865	0.0008	0.0015	0.0025
O	6.9179	1.1638	21.0322	0.0038	-0.0018	0.0054
O	1.886	8.0255	13.8001	-0.0043	-0.0027	-0.0016
O	12.1265	6.5491	15.8614	0.0004	0.0012	-0.002
O	6.0309	13.8027	14.0387	0.0006	0.0002	-0.005
O	3.2512	2.3171	17.6661	-0.0002	0.0012	0.0009
O	14.7127	6.6741	19.8002	-0.0031	0.0022	0.007
O	7.6393	6.3111	9.6774	0.0024	0.0056	-0.0128
O	10.055	6.761	10.9411	0.011	-0.0096	0.0052
O	1.4795	6.4959	21.0804	0.0033	0.0073	-0.0003
O	8.3865	7.4374	20.516	0.0054	-0.0031	-0.0013
O	5.676	5.6215	11.1772	-0.0148	-0.0024	0.0092
O	-0.2019	2.7836	13.5285	-0.0002	0.0004	-0.0036
O	10.2364	0.3649	14.602	-0.0028	-0.0006	-0.0027
O	8.246	2.3739	12.7128	-0.0063	-0.0006	-0.0106
O	25.2736	7.7798	16.7251	0	0	0.0002
O	0.4417	1.3213	20.9768	-0.0192	0.0113	-0.014
O	8.3014	6.5926	15.7113	0.0002	-0.0006	0.0004
O	10.0069	16.4665	20.565	-0.0028	-0.0005	0.0013
O	-0.4319	10.1315	10.7513	0.0037	0.0013	-0.015
O	7.988	1.6413	15.3095	0.0001	-0.0039	-0.0017
O	1.5438	7.1577	18.4873	0.0006	0.001	0.0006
O	7.9309	16.4873	22.2137	0.0107	0.0008	-0.0115
O	8.3051	15.0604	14.7086	0.0002	0.0037	-0.0044
O	8.1122	11.1922	10.4222	-0.0014	0.0033	-0.0115
O	5.9058	-0.8426	11.2866	-0.0164	0.0076	0.0015
O	14.6854	10.5476	17.031	-0.0005	0.0018	0.0005
O	-1.1414	4.3335	11.6907	-0.0021	-0.0034	-0.0107
O	15.8571	-2.0957	18.6523	-0.0028	0.0015	-0.0025
O	7.3981	-1.1942	21.1668	-0.007	0.0094	0.0028
O	4.1791	4.4644	13.1123	0.0038	-0.0025	0.0037
O	5.9022	-0.4748	13.9374	0.0038	-0.001	-0.0009
O	1.3442	11.3874	17.7054	-0.0047	0.0035	0.0009
O	3.9269	9.0896	12.6521	0.0025	0	-0.0129
O	5.8691	7.6063	20.9428	-0.0106	-0.0004	-0.0042
O	3.577	4.4465	10.4083	0.006	0.007	0.0003
O	6.0056	6.5483	18.3979	-0.0003	-0.0041	-0.0007
O	12.4959	3.6095	8.9564	0.0118	-0.0139	0.0195
O	13.4485	8.9044	20.3689	-0.0039	-0.0118	0.0027
O	8.6857	6.3481	13.0935	-0.0051	0.002	-0.001
O	10.2171	7.9828	14.5635	-0.0009	0.0015	-0.0041
O	4.1601	3.675	15.6846	0.002	0.002	-0.0047
O	1.6565	8.3857	11.1761	0.0088	-0.0028	-0.0108
O	9.1347	2.7261	20.7062	0.0116	0.0012	0.004
O	15.7472	10.2647	21.1394	-0.0045	-0.0037	0.0044
O	6.6099	3.441	21.7632	0.007	-0.0095	0.0051
O	0.3527	5.9461	13.2846	0.0028	0.0008	-0.0005
O	7.9902	-0.8272	15.8014	0.0018	-0.0004	-0.0029
O	11.7416	3.82	20.8086	-0.0042	-0.0002	0.0073
O	13.2875	2.454	11.3123	-0.0024	-0.0132	0.0047

Results
free energy: -135734.128 eV
free energy less fixed offsets of O -568.88, Si -635.61 eV per atom: 1.202 eV

The program warned: the cutoff lies below the one the program advises for these potential files; the forces do not sum to zero within the program's tolerance; the exchange-correlation potential is rough where the density is thin.
